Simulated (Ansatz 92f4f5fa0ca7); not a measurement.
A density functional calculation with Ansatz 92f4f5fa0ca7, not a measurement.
Periodic cell of 375 atoms, Si241O134, from a study of silicon, its oxide and their interface. The atomic structure is a simulated model.
Doubt: the cutoff is far below the 930 eV that the study's wrapper takes by default for these files, so forces and energies are approximate.
This geometry differs little from another in the collection (a relaxation step or a small displacement).

Settings: functional PBE; potential files Ansatz PAW; basis plane waves; wave-function cutoff 580 eV; density cutoff ratio 5; exchange-correlation grid ratio 1; k mesh 1 x 1 x 1, Gamma-centred; self-consistency stop 5e-08 eV per atom in the density residual; occupations fixed; spin none; net charge 0.

Cell vectors (angstrom)
a	11.6015	0	0
b	0	13.3963	0
c	0	0	42.6992

Atoms and the computed forces on them: element, x, y, z (angstrom), force x, y, z (eV/angstrom)
Si	0	2.2327	1.1851	-0.0137	0.0779	0.0092
Si	3.8672	2.2327	1.1851	-0.0236	0.0626	0.0082
Si	7.7343	2.2327	1.1851	-0.0031	-0.0058	0.0372
Si	1.9336	5.5818	1.1851	0.0442	0.0082	0.0619
Si	5.8008	5.5818	1.1851	-0.0269	0.042	-0.0549
Si	9.6679	5.5818	1.1851	0.039	0.0071	0.0214
Si	0	8.9308	1.1851	-0.0089	-0.0201	-0.0062
Si	3.8672	8.9308	1.1851	-0.0397	-0.0539	-0.0181
Si	7.7343	8.9308	1.1851	0.0109	-0.0355	0.0031
Si	1.9336	12.2799	1.1851	-0.0207	0.0005	-0.1156
Si	5.8008	12.2799	1.1851	0.0435	-0.0067	0.087
Si	9.6679	12.2799	1.1851	0.0071	-0.0301	0.046
Si	1.9336	1.1164	1.9745	0.1042	-0.1422	-0.0338
Si	5.8008	1.1164	1.9745	0.0037	0.0122	-0.0262
Si	9.6679	1.1164	1.9745	-0.0266	0.0445	-0.0248
Si	0	4.4654	1.9745	-0.1477	-0.1315	-0.0197
Si	3.8672	4.4654	1.9745	0.0836	-0.0198	0.0239
Si	7.7343	4.4654	1.9745	-0.0785	0.0219	-0.0533
Si	1.9336	7.8145	1.9745	0.1403	0.1002	0.008
Si	5.8008	7.8145	1.9745	-0.0084	-0.1238	-0.0068
Si	9.6679	7.8145	1.9745	-0.0438	0.0597	-0.0166
Si	0	11.1635	1.9745	0.1739	-0.0313	0.0017
Si	3.8672	11.1635	1.9745	-0.2184	0.0523	-0.0424
Si	7.7343	11.1635	1.9745	0.0553	0.0436	-0.011
Si	1.9336	1.1164	4.3426	0.2169	-0.3274	0.0132
Si	5.8008	1.1164	4.3426	0.0432	-0.0178	0.3903
Si	9.6679	1.1164	4.3426	-0.1238	0.1443	0.1338
Si	0	4.4654	4.3426	-0.3501	-0.3295	-0.418
Si	3.8672	4.4654	4.3426	0.1537	-0.0387	-0.1805
Si	7.7343	4.4654	4.3426	-0.1879	-0.0232	0.4932
Si	1.9336	7.8145	4.3426	0.4408	0.1811	-0.1968
Si	5.8008	7.8145	4.3426	-0.1977	-0.2521	-0.2966
Si	9.6679	7.8145	4.3426	-0.1558	0.0672	-0.1837
Si	0	11.1635	4.3426	0.4198	-0.1646	-0.1569
Si	3.8672	11.1635	4.3426	-0.545	0.0809	0.1334
Si	7.7343	11.1635	4.3426	0.1466	0.1294	-0.0693
Si	0	0	38.3586	-0.0736	0.1705	-0.1254
Si	3.8672	0	38.3586	-0.0718	0.355	0.5207
Si	7.7343	0	38.3586	0.5217	0.0709	-0.0109
Si	1.9336	3.3491	38.3586	0.0694	0.0815	-0.3017
Si	5.8008	3.3491	38.3586	-0.148	0.4996	-0.1475
Si	9.6679	3.3491	38.3586	-0.2091	0.0712	-0.4088
Si	0	6.6981	38.3586	0.2802	-0.1977	0.1057
Si	3.8672	6.6981	38.3586	0.2665	-0.1751	-0.3555
Si	7.7343	6.6981	38.3586	-0.2587	-0.1451	-0.2103
Si	1.9336	10.0472	38.3586	-0.4977	0.0739	0.3385
Si	5.8008	10.0472	38.3586	0.0528	-0.25	0.2258
Si	9.6679	10.0472	38.3586	0.2383	-0.09	0.2888
Si	0	0	40.7268	-0.0092	0.0531	-0.0118
Si	3.8672	0	40.7268	-0.029	0.1414	-0.0099
Si	7.7343	0	40.7268	0.1908	0.0123	0.0456
Si	1.9336	3.3491	40.7268	0.0433	0.0503	0.0177
Si	5.8008	3.3491	40.7268	-0.068	0.2138	0.0075
Si	9.6679	3.3491	40.7268	-0.0921	0.0338	0.0302
Si	0	6.6981	40.7268	0.1054	-0.0452	0.0125
Si	3.8672	6.6981	40.7268	0.1204	-0.0685	0.0496
Si	7.7343	6.6981	40.7268	-0.0889	-0.0525	0.0079
Si	1.9336	10.0472	40.7268	-0.1983	0.0272	0.01
Si	5.8008	10.0472	40.7268	-0.0011	-0.1186	-0.0097
Si	9.6679	10.0472	40.7268	0.0936	-0.0646	0.0158
Si	0	2.2327	41.5162	0.0213	-0.0765	-0.0537
Si	3.8672	2.2327	41.5162	0.0254	-0.0668	0.0235
Si	7.7343	2.2327	41.5162	-0.0054	-0.0042	-0.0508
Si	1.9336	5.5818	41.5162	-0.044	-0.0097	-0.0059
Si	5.8008	5.5818	41.5162	0.0193	-0.0425	0.0767
Si	9.6679	5.5818	41.5162	-0.0277	0.001	-0.0505
Si	0	8.9308	41.5162	0.0134	0.0229	0.0707
Si	3.8672	8.9308	41.5162	0.0304	0.0565	-0.0451
Si	7.7343	8.9308	41.5162	-0.0042	0.0347	-0.0138
Si	1.9336	12.2799	41.5162	0.0124	-0.0051	0.0211
Si	5.8008	12.2799	41.5162	-0.0521	-0.0032	-0.08
Si	9.6679	12.2799	41.5162	0.006	0.0235	0.0176
Si	1.2926	3.3889	23.2395	-0.0009	0.0005	0.0013
Si	0.698	6.6067	32.241	0.0051	-0.0148	0.0027
Si	2.0987	5.3391	30.8956	0.0061	-0.0054	0.0305
Si	6.7157	7.9268	19.3929	-0.0017	0.0016	-0.0007
Si	4.8957	1.0666	32.3351	0.0037	0.0015	0.0191
Si	10.8792	1.8739	29.5271	0.0024	-0.0035	-0.0003
Si	3.9086	10.4984	32.4247	-0.0197	0.022	0.0198
Si	3.9407	9.2087	34.4614	0.0109	-0.0031	0.0005
Si	12.8416	2.2765	31.7797	0.0048	0.007	-0.0001
Si	-1.6355	6.2253	31.914	0.0372	0.0534	0.0282
Si	6.0575	5.6381	23.2048	-0.0019	-0.0022	0.0004
Si	9.3588	11.5186	30.5192	0.0182	0.003	0.0026
Si	3.6388	0.2255	28.8513	-0.0051	0.0021	0.0093
Si	4.6084	8.2901	24.1692	-0.0027	-0.0026	-0.001
Si	7.9309	2.2661	29.868	-0.0016	-0.0049	0.0084
Si	1.7098	5.8191	34.3563	0.0044	0.0046	-0.0013
Si	0.6095	10.5819	26.0947	0.0011	-0.0017	0.005
Si	5.6978	-1.1846	32.5488	0.0113	-0.0002	0.0003
Si	-2.5383	13.0763	28.7723	0.0009	-0.0035	0.0121
Si	5.6455	5.7231	34.1647	-0.0017	0.0004	0.0045
Si	5.1424	9.2144	31.0274	0.0328	-0.0326	-0.0027
Si	0.2974	15.7187	34.1766	0.0029	0.0013	0.0041
Si	2.0621	11.9823	32.0787	0.0105	-0.004	0.0057
Si	13.4514	13.4942	26.2547	0.0015	0.0033	0.0021
Si	5.1095	6.0279	31.8172	-0.0179	0.0137	-0.0059
Si	4.0801	2.1167	34.3822	0.0071	-0.0008	-0.0046
Si	7.7841	2.2932	34.2908	0	0.0025	0.0048
Si	2.9493	0.6324	31.1175	-0.007	0.0012	0.0002
Si	11.5269	8.8923	32.3229	-0.0059	0.0149	-0.0034
Si	11.8166	10.8369	30.9416	-0.0086	-0.0069	-0.0012
Si	-2.4059	8.4098	32.3675	0.0088	-0.0115	0.0122
Si	7.9819	8.8956	34.4152	-0.0122	0.0144	-0.0074
Si	9.6079	5.5237	34.2485	-0.0109	-0.0102	-0.0014
Si	1.8506	12.3162	34.4467	-0.0023	-0.0019	0.0015
Si	5.7835	12.2979	34.8524	0.0086	0.0136	-0.0004
Si	9.4236	12.4256	34.34	-0.0004	0.0005	0.0005
Si	2.0594	1.1415	35.1914	-0.0003	0	0.0024
Si	5.9842	1.1759	35.3919	-0.0072	-0.0072	-0.0036
Si	9.8078	1.2647	35.0338	0.0026	-0.0002	0.0006
Si	-0.0557	4.473	35.1536	0.0034	-0.0056	0.0007
Si	3.7527	4.5085	34.9634	-0.004	-0.003	0.0056
Si	7.5963	4.55	35.0126	-0.0057	-0.0027	0.0048
Si	2.0535	7.9787	35.2727	-0.0024	-0.0058	0.0006
Si	5.8723	7.9172	35.0608	-0.0035	0.0007	0.0014
Si	9.7945	7.7124	35.3086	0.0084	-0.0042	-0.0092
Si	-0.169	11.3017	35.1578	0.0013	-0.0032	0.0022
Si	3.7655	11.2911	35.4555	-0.0081	-0.0023	0.0004
Si	7.7471	11.1154	35.3365	0.0015	-0.0075	0.0013
Si	1.9439	1.1167	37.5632	-0.0011	-0.0021	0.0015
Si	5.8202	1.1303	37.6845	0.0021	0.0009	0.005
Si	9.6961	1.1439	37.4818	0	0.0022	0.003
Si	-0.0112	4.4532	37.5447	-0.0037	-0.0014	0.0035
Si	3.843	4.4648	37.4497	0.0006	0.0006	0.0017
Si	7.7138	4.4734	37.4736	0.0004	-0.0006	0.0033
Si	1.9579	7.8277	37.6105	0.0013	0.0011	0.004
Si	5.8099	7.8285	37.4937	-0.0003	-0.0003	0.0023
Si	9.6803	7.7882	37.6349	-0.0025	-0.004	0.0059
Si	-0.0282	11.1918	37.5434	-0.0011	0.0024	0.0016
Si	3.8506	11.1763	37.7302	-0.0005	-0.005	0.0024
Si	7.7403	11.1437	37.6496	-0.0009	0.0001	0.0031
Si	-0.008	-0.0088	5.0943	0.0018	0.0001	-0.0054
Si	3.8971	-0.0118	5.2164	-0.0023	0.0001	0.0006
Si	7.7448	-0.0003	5.1653	0.0002	0.0016	-0.004
Si	1.9248	3.3453	5.0323	0.0005	-0.0013	-0.0019
Si	5.7744	3.3448	5.1944	0.001	-0.0001	-0.0029
Si	9.6475	3.3567	5.1933	-0.0002	0.0025	-0.0021
Si	0.0203	6.6884	4.9742	-0.0044	-0.0041	0.0026
Si	3.8724	6.6745	5.1477	0.0019	0.0052	-0.0005
Si	7.722	6.718	5.1397	-0.0051	-0.0023	-0.0029
Si	1.925	10.0095	5.2468	0.0038	0.002	-0.0006
Si	5.7815	10.043	5	-0.0007	-0.0003	0.0001
Si	9.6933	10.0616	5.0902	-0.0003	0.0034	-0.0097
Si	0.0741	-0.0116	7.4309	-0.009	-0.0055	0.0117
Si	3.9435	-0.1331	7.6542	0.0141	-0.0098	-0.0022
Si	7.8204	-0.0944	7.5608	0.0043	-0.005	0.0033
Si	1.8132	3.2835	7.3301	-0.0152	0.006	0.0043
Si	5.5884	3.1495	7.6081	-0.0137	-0.0055	0.0026
Si	9.5093	3.3618	7.606	-0.003	-0.0013	-0.0033
Si	0.0677	6.6048	7.2555	0.0132	0.01	-0.0032
Si	3.8635	6.5466	7.5232	0.005	-0.0049	0.0057
Si	8.0312	7.0283	7.4558	-0.0004	0.0386	-0.0024
Si	1.923	9.8522	7.7199	-0.0062	-0.003	-0.0003
Si	5.7612	9.9837	7.2925	-0.0122	-0.0102	-0.0063
Si	9.8531	10.1691	7.4184	-0.0147	0.0283	0.0116
Si	-0.1011	2.2078	8.1799	0.0131	0.0066	-0.0143
Si	3.5748	2.1154	8.3517	0.0103	0.007	0.0078
Si	7.5817	2.1395	8.3832	-0.0006	0.0005	0.0141
Si	1.8863	5.4671	8.1751	-0.0034	-0.0071	0.0032
Si	5.222	5.1095	8.85	-0.005	-0.0003	0.0113
Si	9.7798	5.6866	8.1858	-0.0073	0.0002	0.0174
Si	0.1521	7.5484	13.3137	0.0027	-0.0084	-0.006
Si	3.9937	8.7637	8.3625	-0.0004	0.0076	0.001
Si	6.7345	8.9885	11.5478	0.0158	0.0219	0.0072
Si	0.2519	10.4302	12.1387	-0.0037	0.0074	0.0005
Si	5.9736	12.0357	8.3768	-0.017	0.02	0.0023
Si	9.8394	12.304	8.4083	0.0088	-0.0017	-0.0204
Si	-5.0672	1.8063	11.3086	-0.0054	0.0039	-0.0027
Si	2.6306	2.6555	10.54	0.0125	-0.0057	-0.0064
Si	12.0375	1.8137	10.4269	-0.0103	-0.0047	0.012
Si	-3.2649	7.2994	11.0538	0.0178	-0.0164	-0.002
Si	4.4029	9.2865	17.958	-0.0024	0.0022	-0.0026
Si	4.9709	7.93	10.3809	-0.02	-0.0086	-0.0259
Si	5.2572	4.5	12.6137	0.001	-0.01	0.004
Si	4.8773	11.5404	19.9925	0.001	-0.001	-0.0024
Si	9.2763	8.6286	15.1908	-0.0008	0.0012	-0.001
Si	3.8646	14.3441	11.6496	-0.003	-0.0016	-0.0015
Si	8.1564	5.5563	12.5995	0.0029	0.0066	0.0057
Si	13.0292	11.4249	14.7903	0	0.0017	-0.0006
Si	6.7778	6.6917	9.3535	-0.0173	-0.054	0.0012
Si	4.3833	-2.5344	15.1556	-0.0032	0.0025	-0.0013
Si	4.6428	0.6086	14.7851	-0.0038	-0.0013	-0.0036
Si	-4.6588	10.1555	13.5375	-0.0033	0.004	0.0061
Si	-0.1202	8.6737	8.3179	0.0105	-0.0058	0.0042
Si	9.0419	3.4459	16.805	0.0001	-0.001	-0.0028
Si	7.8387	9.2956	8.0759	0.0367	0.0029	-0.0091
Si	9.3662	11.6539	10.7106	0.0011	0.0075	0.0202
Si	4.7649	5.0335	15.6389	0.0003	-0.0053	-0.0136
Si	1.9057	14.4014	15.8971	-0.0002	-0.0017	-0.0028
Si	0.0343	5.8718	11.6205	-0.0053	-0.0078	0.0054
Si	8.6524	8.9654	23.2442	-0.0009	-0.0019	-0.0017
O	6.9421	17.1136	20.2023	-0.0011	0.001	0.0031
O	4.2372	10.2527	19.2456	-0.002	0.0009	0.0028
O	8.7	-10.4221	18.3309	-0.0003	0.0005	0.0041
O	31.4705	9.6567	14.3944	-0.0013	-0.0002	-0.0007
O	22.1207	2.6357	21.223	-0.0014	-0.0023	0.0022
O	14.1987	-10.6384	23.9583	-0.0013	0.0009	0.0021
O	12.1416	9.0617	18.0754	-0.0003	-0.0025	0.0035
O	5.5845	5.4859	21.6449	-0.0007	-0.0002	0.0015
O	-15.6839	15.5527	10.0639	0.0002	-0.0014	-0.0096
O	1.6465	0.9614	17.5105	-0.001	0.0007	0.0053
O	4.2161	14.2213	13.2357	-0.0008	-0.0014	0.0061
O	-6.8462	4.811	19.1158	-0.0006	0	0.0024
O	21.6785	22.8308	16.3534	-0.0051	-0.0017	-0.0007
O	6.0912	14.6696	15.092	-0.0011	0.0008	0.0025
O	28.7189	10.0322	14.3343	0.0007	-0.0001	-0.0005
O	8.3753	12.0243	19.0458	0.0012	0.0003	0.0038
O	17.3952	11.0324	21.2554	0.0001	-0.0006	0.0046
O	18.2204	9.8688	31.4171	-0.0219	-0.0048	0.0013
O	0.9462	2.1187	15.2157	-0.0042	0.0062	0.0026
O	-13.8431	5.2329	25.424	-0.0009	0.0017	0.0023
O	-2.5411	21.6876	21.8121	-0.0007	0.0004	0.0035
O	-2.6832	20.4537	27.923	-0.0082	0.003	0.0076
O	16.1273	22.5928	22.8011	0.0002	-0.0001	0.0037
O	17.4169	3.0939	11.9971	-0.0023	-0.0023	-0.0022
Si	4.6466	3.7991	17.7999	-0.0002	-0.0021	0.0044
Si	15.0604	1.3676	23.9193	0.0002	0.0024	0.0036
Si	13.5932	-8.3582	10.5198	-0.0106	0.0133	0.0056
Si	-3.5245	9.4862	30.7085	-0.0322	-0.0065	-0.0017
Si	11.178	12.9299	21.8437	-0.002	0.0021	0.0002
Si	7.234	-13.6838	18.6316	-0.0005	0.0015	-0.0031
Si	7.5864	0.9275	15.6537	0	-0.0005	-0.0024
Si	6.1151	4.7865	29.2305	-0.0044	-0.0004	0.0012
Si	-4.3013	-16.162	9.994	0.0163	-0.0106	-0.0023
Si	0.1769	3.472	20.5369	0.0018	0.0024	-0.0001
Si	0.0757	-9.9098	15.229	-0.0025	-0.0024	-0.0042
Si	-3.599	-1.0831	25.9439	0.0026	0.0062	0.0035
Si	0.0606	-4.368	34.6381	-0.0009	0.0056	0.0044
Si	10.5218	3.8947	12.2824	0.0041	0.008	-0.0069
Si	0.2404	6.5765	20.409	0.0013	-0.0003	0.0005
Si	-5.9826	3.1129	24.8432	-0.0034	-0.001	0.0017
Si	8.4025	1.8651	24.9764	-0.0016	0.0037	0.0013
Si	4.14	5.7149	10.9108	-0.0106	-0.0034	-0.0028
Si	10.5162	15.088	22.6106	-0.0007	0.0061	0.0075
Si	1.8249	6.1671	15.5132	-0.0085	0.0039	-0.0003
Si	6.0216	5.0803	20.1306	-0.0005	-0.0016	0.0007
Si	7.8088	-7.382	15.6102	0.0041	-0.0045	-0.006
Si	1.8506	7.8635	25.4632	-0.002	-0.0009	0.0027
Si	12.8523	10.007	28.9175	-0.0041	0.0039	0.0171
Si	11.3356	-3.2786	17.1262	-0.0001	0.0004	-0.0035
Si	-1.1617	-6.2941	9.9817	-0.0041	0.002	0.0001
Si	7.2472	14.9565	32.0517	-0.0008	-0.005	0.0013
Si	1.6973	-0.9017	10.4886	-0.0085	-0.0005	0.0064
Si	9.4732	-4.7917	20.2741	-0.0015	-0.0001	-0.0006
Si	5.8653	9.9327	26.6271	-0.0026	-0.0031	-0.0002
Si	11.9148	6.2727	23.3696	0.0005	-0.0005	0.0011
Si	1.5984	7.8163	18.0744	-0.0023	0.0009	-0.0026
Si	8.1239	12.6609	32.2627	-0.0083	0.0021	0.0073
Si	8.9967	19.5029	24.0886	-0.0001	-0.0024	0.0006
Si	13.5551	12.1731	8.2143	0.0014	0.0027	-0.0131
Si	18.9973	20.9585	28.2223	-0.0009	0.0077	0.0258
Si	2.0779	2.023	18.6818	-0.0008	-0.0007	-0.0037
Si	9.9002	-1.835	19.3862	-0.0008	-0.0016	-0.0045
Si	0.9752	2.8295	27.1164	0.0011	0.0009	0.0002
Si	1.3325	20.3245	28.4211	0.0141	0.01	0.0051
Si	-3.5412	13.0756	13.0293	-0.0028	0.0012	-0.0029
Si	-4.3677	2.6541	18.9949	-0.0006	-0.0003	-0.002
Si	-1.7231	19.3603	28.6848	-0.0044	0.0047	-0.0093
Si	27.3344	3.0828	27.6811	-0.0006	0.0018	0.0017
Si	2.6658	13.494	21.1407	0.0008	0.0037	0
Si	10.0121	4.0808	26.3842	0.0011	-0.0009	-0.0006
Si	15.9678	10.6783	28.3894	-0.0067	0.0029	-0.0015
Si	5.8879	9.5626	21.9634	-0.0028	0.0003	-0.0035
Si	9.9461	10.8123	23.9664	-0.0005	0	0.002
O	3.3781	14.0679	22.4726	0	-0.0013	0.0002
O	20.3277	-19.0737	24.3419	-0.0016	0.0025	0.0033
O	14.0625	-0.0759	27.7515	-0.0011	-0.0009	-0.0031
O	5.7863	21.8178	18.1393	0.0007	-0.001	0.003
O	14.8212	-10.3803	18.0476	-0.0006	0.0012	0.0023
O	0.0226	15.8119	23.5972	-0.0046	-0.0031	-0.0018
O	9.6052	19.186	30.3089	-0.0347	-0.0395	-0.004
O	-4.0496	8.4225	29.5817	0.0107	-0.0051	-0.0247
O	11.3827	6.4818	28.3938	-0.0176	-0.004	0.0012
O	14.7377	-18.5075	17.8876	-0.0011	-0.0001	0.0021
O	5.6477	7.0716	23.8578	-0.0004	0.0013	0.0031
O	8.3542	2.3532	15.8086	-0.0011	-0.0003	0.0026
O	11.9326	2.6979	28.611	-0.0002	0.0038	0.0003
O	-2.0826	-10.71	29.9139	0.0007	0.0026	0.0008
O	12.4255	10.6551	16.0698	-0.0003	-0.0005	0.0015
O	1.5727	12.9946	15.1658	-0.0011	-0.0004	0.0026
O	8.898	-9.2374	12.0995	0.0013	-0.0001	0.0005
O	15.1865	25.7045	20.5647	-0.0021	-0.0011	0.0024
O	12.9546	11.0131	11.0981	0.0016	0.0017	-0.0006
O	4.8853	-3.8675	29.4395	0.0018	-0.0064	0.0137
O	-6.8781	-9.1526	14.1668	-0.003	0.0039	0.0072
O	14.5959	13.7568	25.1171	-0.002	-0.0013	0.0033
O	22.5619	2.5631	11.4364	0.0054	-0.0014	-0.0029
O	0.4747	0.1839	10.8253	0.0028	0.0052	0.001
O	33.984	11.6767	22.84	0.0006	-0.0015	0.0018
O	12.3746	6.8785	21.9272	-0.0008	0.0008	0.0024
O	1.4274	8.3873	29.1544	0.0018	0.0071	0.0011
O	12.8012	-0.4495	21.5894	-0.0029	-0.0007	0.003
O	0.2143	23.7357	27.6702	-0.0018	-0.0004	-0.0009
O	14.3224	37.3453	28.3983	0.0052	0.0001	-0.0022
O	6.1663	19.3217	15.6591	-0.001	0.0007	0.0035
O	1.7536	-3.9173	25.7017	0.001	0.0025	0.0016
O	7.8743	14.2306	29.0011	0.0003	0.0039	-0.0009
O	-8.0015	5.4364	31.5516	0.0196	0.0112	-0.0109
O	-4.3063	1.1024	19.5106	-0.0007	-0.0007	0.0031
O	15.0916	14.7463	15.6703	-0.0005	0.0006	0.0023
O	15.0535	19.432	15.6091	-0.0031	0.0021	0.0031
O	10.6441	3.5137	16.4988	-0.0009	0.0007	0
O	14.6583	-13.8187	11.267	0.0045	0.0041	0.0054
O	5.7811	12.4211	18.9498	0.0002	0.0004	0.0024
O	0.5781	7.3408	24.5731	-0.0042	-0.0002	-0.0002
O	-5.5015	5.169	30.8239	-0.0164	0.0121	0.008
O	7.3137	-12.3924	12.47	0.0032	-0.003	0.0038
O	16.0084	23.622	16.6431	0.0008	-0.0021	0.0033
O	27.967	-14.3527	15.2199	-0.0006	0.0015	0.0021
O	8.5353	-7.7166	14.1874	-0.0054	0.0031	-0.0021
O	-1.6268	23.5445	20.1966	-0.0008	0.0011	0.0034
O	-15.9808	-10.4423	24.802	0.0024	-0.0013	0.0026
O	7.1311	-9.9019	29.1103	-0.0005	0.0035	0.0014
O	32.0814	11.8166	24.677	-0.0007	-0.0003	0.0025
O	-0.8314	11.3669	18.017	-0.0028	0.0015	0.0072
O	30.9158	0.4941	25.5682	-0.0013	-0.0007	0.0036
O	5.2892	-12.5346	10.8002	0.0008	-0.0033	-0.0007
O	-16.669	-21.2928	12.6618	-0.0044	0.0093	-0.0013
O	23.5914	11.2707	13.5396	-0.0022	-0.0006	-0.0001
O	10.5203	12.7065	20.3579	0.0014	-0.0016	0.0038
O	23.9315	-10.5661	19.142	-0.002	0.0005	0.0044
O	2.6375	14.631	19.9818	-0.0006	-0.0014	0.0049
O	12.4701	-11.9937	26.3126	-0.0003	-0.0021	0.0026
O	5.0669	-4.0895	25.3528	0.0049	0.0035	0.0065
O	8.3867	18.3262	16.6711	-0.0023	0.0025	0.0003
O	14.1444	3.2745	27.304	-0.0026	0.0002	0.0027
O	20.7368	15.0332	23.5128	0.0032	-0.0018	-0.0008
O	12.7278	4.9158	23.7577	-0.001	-0.0004	0.0029
O	4.6369	-1.1187	28.8131	0.002	0.0008	0.0021
O	5.9855	2.8122	17.9067	-0.0023	0.0019	0.0029
O	11.6633	3.9363	26.3122	-0.0015	0.0004	0.0032
O	-1.2187	-5.4466	14.1644	0.0003	0.0014	0.0011
O	16.639	16.6319	26.3485	0.0016	0.0006	0.0016
O	9.4218	15.9776	26.0541	-0.0012	-0.0012	0.0027
O	22.1939	7.4959	19.9207	-0.0021	-0.0001	0.002
O	5.0083	15.1782	24.1365	-0.0016	-0.001	0.0027
O	19.0471	13.481	17.0515	-0.0008	-0.001	0.0046
O	12.1845	-4.5291	12.4352	0.0001	-0.0016	0.0025
O	27.8538	17.6512	28.7046	0.0021	0.0019	0.0031
O	8.2288	8.5026	19.2247	-0.001	0.0002	0.0022
O	7.6872	5.4999	23.3243	0.0002	0.0007	0.0029
O	-0.7808	16.9683	13.8572	0.004	-0.0017	0.0066
O	1.9147	7.0586	26.8942	0.0033	0.0002	-0.0072
O	1.4982	20.3724	19.4609	-0.0006	-0.0001	0.0026
O	14.4955	-2.6424	14.4682	0.0004	-0.0006	0.0025
O	18.4001	8.633	27.128	-0.0003	-0.0036	0.0093
O	-16.0684	22.9692	23.0311	0.0012	-0.0001	0.0048
O	11.5877	14.9722	30.959	0.001	-0.0021	0.0033
O	13.7513	-7.584	29.3066	0.0166	-0.0126	0.008
O	27.6068	-11.794	28.3497	0.0017	-0.0023	0.0017
O	-17.1149	35.2225	20.8111	-0.0011	-0.0003	0.0041
O	16.8815	4.4805	24.0382	0	0.0022	0.0016
O	7.1067	25.1466	13.1434	0.0029	-0.0031	0.003
O	-23.4379	5.0201	20.2499	-0.0018	-0.0004	0.0019
O	-20.0061	-19.1912	24.5902	0.0046	0.0002	0.0021
O	12.7414	-8.6832	15.2905	0.0006	0.0037	0.0019
O	1.4144	20.5864	14.3051	-0.0023	-0.0015	0.0109
O	9.2387	26.1708	11.9359	-0.0068	-0.0046	-0.0053
O	12.6833	25.5182	25.8408	-0.0005	0.0006	0.0022
O	-1.2104	-2.86	11.4031	-0.0021	-0.0082	0.0016
O	1.4303	3.4204	21.607	0.0003	0.0001	0.0013
O	-4.8565	-2.1282	26.1568	-0.0021	-0.0048	0.0032
O	-2.7585	-1.0818	27.3449	-0.0025	-0.0001	-0.006
O	-1.9525	4.5426	27.9097	-0.0029	-0.0095	-0.0021
O	10.9433	-3.1214	25.1382	-0.0025	-0.0007	0.0013
O	8.473	0.0531	14.5728	-0.0019	-0.0006	0.0004
O	-4.7466	-7.0887	19.4528	-0.0004	-0.0011	0.0027
O	12.8149	20.1864	16.8763	0.003	-0.0039	-0.0045
O	5.1252	20.9979	31.3308	0.0024	-0.0169	0.0021
O	18.1098	32.9606	28.4035	0.0068	0.0108	0.0053
O	13.214	-9.6306	31.1212	0.0051	0.0146	0.0015
O	10.3294	5.9404	23.1655	-0.0015	0.0001	0.0022
O	8.3335	7.5224	15.9519	-0.0016	0.0014	0.0027
O	22.1064	27.2804	28.7449	-0.0022	0.0021	0.0017

Results
free energy: -229408.450 eV
free energy less fixed offsets of O -568.88, Si -635.61 eV per atom: 3.480 eV

The program warned: the cutoff lies below the one the program advises for these potential files; the forces do not sum to zero within the program's tolerance; the exchange-correlation potential is rough where the density is thin.
